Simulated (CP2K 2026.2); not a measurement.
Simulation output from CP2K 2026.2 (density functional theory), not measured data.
Periodic cell of 504 atoms, Si360O144, from a study of silicon, its oxide and their interface. The atomic structure is a simulated model.
Doubt: the forces sum to 1.75 eV/angstrom along one axis rather than to zero, so they err by at least 0.0035 eV/angstrom per atom on average; the grid cutoff is modest.

Settings: functional PBE; method Gaussian and plane waves; basis set DZVP-MOLOPT-SR-GTH; pseudopotentials GTH-PBE; grid cutoff 300 Ry, relative cutoff 40 Ry; k points Gamma only; occupations fixed; spin none; net charge 0.

Cell vectors (angstrom)
a	16.32	0	0
b	0	16.32	0
c	4.9925	-3.5698	33.7507

Atoms and the computed forces on them: element, x, y, z (angstrom), force x, y, z (eV/angstrom)
Si	1.911	-1.881	-0.157	-0.173	0.143	0.654
Si	4.043	1.519	0.147	0.205	-0.288	0.594
Si	1.653	3.692	-0.003	-0.31	0.46	0.592
Si	3.741	7.186	0.099	0.033	-0.127	0.73
Si	1.541	-6.916	0.081	-0.172	0.127	0.712
Si	4.076	-4.082	0.342	-0.006	0.004	0.45
Si	7.123	-1.72	0.097	-0.278	0.283	0.732
Si	9.254	1.563	0.1	0.138	-0.106	0.738
Si	7.115	3.849	0.039	-0.161	0.085	0.728
Si	9.773	6.539	0.11	-0.061	0.137	0.735
Si	6.196	9.973	0.055	0.147	0.032	0.714
Si	-6.913	-3.983	0.024	0.179	-0.311	0.653
Si	-3.965	-1.618	-0.138	-0.142	0.189	0.66
Si	-1.246	1.363	0.159	-0.322	0.132	0.703
Si	-4.307	4.351	-0.013	0.2	-0.194	0.754
Si	-1.603	7.151	0.068	0.148	-0.273	0.746
Si	-3.845	-6.995	0.252	-0.153	0.074	0.773
Si	-1.727	-3.856	0.018	0.241	0.022	0.683
Si	2.84	-0.167	1.265	-0.037	0.012	-0.061
Si	5.537	2.755	1.413	0.019	-0.001	-0.038
Si	2.66	5.456	1.255	-0.016	0.004	-0.034
Si	5.302	8.293	1.44	0.002	-0.031	-0.071
Si	2.656	-5.456	1.536	0.004	-0.019	-0.032
Si	5.522	-2.712	1.502	0.013	0.011	-0.048
Si	8.129	-0.02	1.397	0.012	-0.012	-0.051
Si	-5.445	2.749	1.313	-0.026	0.035	-0.036
Si	8.174	5.436	1.396	0.004	0.004	-0.072
Si	-5.438	8.116	1.441	0.013	-0.014	-0.06
Si	8.082	10.833	1.261	0.008	-0.036	-0.06
Si	-5.406	-2.76	1.346	-0.004	0.009	-0.04
Si	-2.831	0.01	1.219	0.037	-0.035	-0.016
Si	0.07	2.732	1.461	0.011	-0.006	-0.032
Si	-2.701	5.466	1.313	-0.021	0.004	-0.051
Si	-0.013	8.229	1.393	0.018	-0.004	-0.053
Si	-2.73	-5.382	1.494	0.009	0.017	-0.037
Si	0.056	-2.746	1.155	-0.051	0.037	-0.032
Si	1.447	1.246	2.663	0.011	0.003	0.028
Si	4.09	4.14	2.66	-0.026	-0.002	0.017
Si	1.309	6.771	2.698	0.021	0.015	0.018
Si	4.01	9.538	2.903	0.003	0.019	0.038
Si	1.258	-4.05	2.741	-0.009	0.005	0.001
Si	4.142	-1.35	2.794	0.01	0.016	0.025
Si	6.798	1.334	2.784	0.003	-0.01	0.018
Si	9.533	4.075	2.754	0.014	-0.001	0.044
Si	6.761	6.854	2.66	-0.007	0.004	0.006
Si	9.443	9.493	2.675	0.014	0.045	0.016
Si	6.871	12.197	2.778	-0.011	-0.023	0.052
Si	-6.759	-1.364	2.704	-0.002	0.011	0.026
Si	-4.108	1.36	2.661	0	0.001	0
Si	-1.349	4.115	2.707	-0.03	-0.011	0.012
Si	-4.049	6.773	2.772	0.028	-0.001	0.041
Si	-1.325	-6.735	2.792	0.005	-0.015	0.026
Si	-4.119	-4.069	2.8	-0.023	-0.006	0.031
Si	-1.332	-1.337	2.546	-0.011	-0.014	0.028
Si	0	-0.026	4.015	0.009	-0.022	-0.001
Si	2.761	2.698	4.006	-0.012	-0.005	-0.009
Si	-0.022	5.449	4.099	0	0.017	0.013
Si	2.655	8.108	4.135	-0.015	0.005	0.001
Si	-0.007	-5.404	4.167	0.021	-0.017	0.024
Si	2.707	-2.721	4.069	-0.013	-0.012	-0.012
Si	5.446	0.017	4.161	0.014	0.005	0.013
Si	8.183	2.701	4.103	0.001	0.015	0.003
Si	5.428	5.479	4.049	-0.009	0.003	0.007
Si	8.128	8.152	4.075	-0.007	-0.012	-0.006
Si	5.452	10.897	4.153	0.015	-0.015	-0.014
Si	8.208	-2.72	4.097	-0.016	0.017	-0.009
Si	-5.43	0.014	4.068	-0.011	-0.015	0.006
Si	-2.719	2.71	4.023	-0.001	0.013	-0.006
Si	-5.422	5.422	4.114	-0.008	0	-0.004
Si	-2.703	8.176	4.098	-0.028	0	-0.01
Si	-5.509	-5.46	4.074	-0.019	0.002	-0.004
Si	-2.675	-2.679	4.026	0.027	0.021	-0.036
Si	1.364	-1.362	16.296	-0.005	0.005	-0.01
Si	4.093	1.364	16.346	0.003	0.001	-0.01
Si	1.378	4.073	16.325	-0.006	-0.001	-0.008
Si	4.082	6.79	16.334	0.001	0.007	-0.001
Si	1.38	-6.81	16.292	-0.002	0.013	-0.014
Si	4.092	-4.094	16.3	-0.005	-0.002	-0.012
Si	6.806	-1.353	16.33	0.006	0.007	-0.014
Si	-6.806	1.379	16.311	0.01	-0.01	-0.011
Si	6.802	4.092	16.346	0.004	0.005	-0.001
Si	-6.829	6.787	16.363	-0.01	-0.004	-0.003
Si	6.8	9.507	16.323	-0.012	-0.004	-0.015
Si	-6.815	-4.086	16.327	0.003	-0.006	-0.01
Si	-4.051	-1.328	16.29	0.008	0.002	-0.008
Si	-1.373	1.361	16.305	0.002	-0.005	-0.014
Si	-4.103	4.086	16.328	0.006	-0.001	-0.01
Si	-1.363	6.792	16.28	-0.004	-0.007	-0.018
Si	-4.108	9.522	16.317	0.003	-0.002	-0.009
Si	-1.357	-4.069	16.3	0	0	-0.006
Si	2.735	-0.032	17.666	-0.001	-0.005	0.017
Si	5.442	2.747	17.715	0.003	-0.017	-0.007
Si	2.74	5.418	17.707	0.007	-0.002	0.007
Si	5.444	8.152	17.687	0.01	0.011	0.009
Si	2.726	-5.443	17.654	0.014	-0.014	0.013
Si	5.476	-2.769	17.663	0.005	-0.002	-0.017
Si	8.132	0.062	17.676	-0.011	-0.016	0.002
Si	-5.457	2.719	17.695	-0.017	0.009	0.002
Si	8.147	5.417	17.759	0.001	0.013	0.016
Si	-5.491	8.19	17.697	0.007	0.009	-0.002
Si	8.142	10.862	17.702	0.002	0.009	-0.009
Si	-5.413	-2.696	17.603	-0.004	0.002	-0.001
Si	-2.721	0.026	17.702	-0.007	0.002	0
Si	-0.001	2.703	17.647	-0.021	-0.003	0.014
Si	-2.741	5.474	17.649	0.008	0.003	0.013
Si	0.034	-8.203	17.618	-0.005	0.003	-0.014
Si	-2.714	-5.445	17.639	-0.005	0.001	0.019
Si	-0.014	-2.689	17.66	-0.006	-0.008	0.007
Si	1.347	1.317	19.002	-0.001	0.014	-0.04
Si	4.091	4.079	19.114	0	0.004	0.003
Si	1.366	6.783	19.032	-0.021	0.01	0
Si	4.088	-6.793	19.028	0.012	0.002	-0.043
Si	1.346	-4.072	18.976	-0.004	-0.003	-0.017
Si	4.123	-1.419	18.99	-0.005	0.004	-0.028
Si	6.792	1.42	19.102	0.022	0.012	-0.016
Si	-6.812	4.019	19.117	-0.025	-0.013	-0.019
Si	6.766	6.799	19.101	-0.021	0.011	-0.027
Si	-6.845	9.533	19.108	0.008	-0.022	0.001
Si	6.79	-4.126	19.088	-0.022	-0.002	-0.015
Si	9.547	-1.315	18.922	0.022	0	-0.041
Si	-4.087	1.392	19.069	0.025	-0.015	-0.006
Si	-1.362	4.103	18.961	0.01	-0.012	-0.054
Si	-4.119	6.83	19.013	0.009	-0.001	-0.029
Si	-1.331	-6.854	18.933	-0.011	0.008	-0.024
Si	-4.063	-4.043	18.967	0.003	0.009	-0.038
Si	-1.343	-1.32	19.057	0.005	-0.007	-0.02
Si	0.03	-0.007	20.454	-0.016	-0.016	0.057
Si	2.691	2.669	20.374	-0.01	-0.001	0.077
Si	0.006	5.41	20.36	-0.011	-0.016	0.057
Si	2.721	8.151	20.366	0.016	0.02	0.046
Si	0.005	-5.492	20.276	0.019	0	0.034
Si	2.757	-2.776	20.334	-0.001	-0.014	0.048
Si	5.433	-0.031	20.356	-0.002	-0.007	0.04
Si	8.128	2.733	20.591	-0.005	0.01	0.04
Si	5.393	5.466	20.527	0.009	0.017	0.059
Si	8.114	8.164	20.497	-0.006	0.002	0.065
Si	5.416	-5.477	20.488	-0.014	-0.004	0.076
Si	8.235	-2.701	20.265	0.015	-0.004	0.053
Si	-5.488	0.024	20.37	-0.013	-0.007	0.062
Si	-2.71	2.796	20.368	0.006	0.011	0.071
Si	-5.435	5.437	20.383	0.008	0.009	0.056
Si	-2.702	-8.148	20.325	-0.006	-0.004	0.037
Si	-5.44	-5.36	20.349	0.002	0.015	0.077
Si	-2.706	-2.697	20.364	0.007	0.011	0.038
Si	1.648	-1.249	21.68	-0.303	-0.094	-0.692
Si	3.787	1.032	21.641	0.151	0.122	-0.765
Si	1.146	3.838	21.698	0.155	0.16	-0.807
Si	4.167	7.032	21.832	-0.094	-0.239	-0.749
Si	1.549	-6.615	21.636	-0.2	-0.104	-0.765
Si	3.759	-4.368	21.749	0.23	0.132	-0.75
Si	7.071	-1.187	21.562	-0.125	-0.02	-0.697
Si	-7.051	1.056	21.82	0.131	0.23	-0.725
Si	7.005	4.409	21.884	-0.175	-0.248	-0.73
Si	-6.999	6.56	21.712	0.065	0.139	-0.715
Si	6.461	-7.11	21.837	0.148	0.143	-0.75
Si	9.799	-3.726	21.665	-0.047	-0.179	-0.751
Si	-4.305	-1.533	21.631	0.184	0.077	-0.733
Si	-1.105	1.692	21.647	-0.065	-0.232	-0.799
Si	-3.816	4.384	21.724	-0.145	-0.183	-0.738
Si	-1.572	6.578	21.629	0.104	0.154	-0.756
Si	-3.792	-6.479	21.548	-0.1	-0.123	-0.761
Si	-1.523	-4.327	21.567	0.138	0.246	-0.705
Si	6.354	-1.607	24.392	-0.042	-0.034	-0.056
Si	2.764	5.283	24.043	0.002	0.125	-0.094
Si	-1.088	-1.304	-4.174	-0.081	-0.034	0.007
Si	-1.544	4.34	-6.752	-0.166	-0.007	0.035
Si	-6.038	6.615	-5.103	-0.059	-0.048	-0.059
Si	-7.844	-0.529	26.191	0.025	0.074	-0.098
Si	-2.692	-3.426	-5.329	0.073	0.085	0.058
Si	5.772	1.047	-7.347	-0.145	-0.041	-0.059
Si	2.971	-4.852	-7.331	-0.03	0.032	-0.031
Si	-4.985	-5.158	-5	-0.007	-0.049	-0.091
Si	1.351	3.995	-5.542	0.056	-0.015	0.113
Si	-5.424	-0.146	-7.268	0.018	-0.035	-0.097
Si	-2.301	-0.26	23.578	-0.076	-0.021	-0.088
Si	1.619	2.72	-2.788	0.036	-0.019	0.19
Si	1.138	-3.269	-4.073	-0.116	-0.109	0.053
Si	-7.005	-4.672	24.558	0.042	0.06	-0.053
Si	0.347	-0.07	-1.874	0.148	-0.091	-0.072
Si	6.481	-7.375	-2.88	-0.086	0.041	0.109
Si	-2.421	-0.922	-6.729	0.089	-0.036	0.017
Si	-7.679	3.956	-4.918	0.054	-0.005	-0.038
Si	-5.547	-5.776	-2.098	-0.064	0.093	0.02
Si	4.591	1.771	-2.834	-0.05	-0.009	0.098
Si	-4.665	4.139	24.7	0.08	-0.016	-0.156
Si	5.536	3.904	24.711	-0.009	0.097	-0.142
Si	6.308	4.338	-2.915	-0.068	-0.042	0.096
Si	-0.528	-5.499	-5.018	0.066	0.049	0.097
Si	-4.734	-6.776	24.455	0.085	0.088	-0.017
Si	0.503	6.31	25.966	-0.005	-0.034	0.009
Si	4.077	-3.126	-4.99	-0.023	-0.028	-0.076
Si	5.598	-0.482	-4.742	-0.059	-0.021	0.184
Si	-1.086	6.082	-2.827	-0.071	-0.011	0.065
Si	4.717	1.138	24.515	-0.041	0	-0.18
Si	-6.107	1.511	24.841	-0.109	-0.054	-0.096
Si	4.59	-4.005	24.751	0.031	-0.03	-0.136
Si	-3.77	-0.307	25.981	0.005	0.032	0.109
Si	-7.169	7.917	-2.606	0.103	0.023	0.029
Si	-2.041	-6.282	25.465	-0.009	0.029	-0.029
Si	-5.925	1.401	-4.822	-0.089	0.017	0.165
Si	-7.71	-4.963	-6.191	-0.026	-0.01	0
Si	4.44	6.755	-2.831	0.044	-0.046	0.042
Si	1.697	6.688	-4.353	-0.119	0.035	0.025
Si	-0.012	-5.224	-2.14	0.062	-0.03	0.01
Si	-6.01	-0.351	-2.22	0.013	-0.047	0.132
Si	7.564	-1.833	-2.736	-0.053	0.03	0.095
Si	-0.212	-2.525	23.631	0.07	-0.077	-0.032
Si	-0.215	-7.965	23.831	0.017	-0.036	-0.067
Si	-3.322	3.022	-4.834	0.084	0.081	0.065
Si	6.77	-6.132	24.79	0.036	-0.038	-0.114
Si	-3.165	5.977	-4.917	0.02	-0.032	0.056
Si	-5.993	6.982	24.613	-0.015	0.002	-0.107
Si	1.269	-7.284	-6.43	-0.04	-0.054	-0.075
Si	-7.187	-7.785	-7.343	0.059	0.076	-0.048
Si	-2.341	3.278	-2.16	-0.084	0.071	0.157
Si	6.646	-4.408	-4.026	0.063	0.045	0.026
Si	1.347	-1.361	5.423	-0.001	0.004	-0.001
Si	4.08	1.394	5.461	-0.016	0.007	0.016
Si	1.372	4.048	5.388	0.012	-0.003	0.002
Si	4.069	6.786	5.459	0	0.004	0.014
Si	1.342	9.515	5.485	0.008	-0.009	0.016
Si	4.067	12.259	5.463	-0.003	0.002	0.015
Si	6.825	-1.37	5.455	0.003	-0.004	0.018
Si	9.536	1.35	5.457	-0.006	-0.01	0.016
Si	6.795	4.095	5.409	-0.001	-0.008	0.001
Si	-6.808	6.798	5.431	0.007	0.005	0.015
Si	6.799	9.507	5.473	-0.001	0.008	0.008
Si	9.526	12.236	5.472	-0.006	-0.008	0.013
Si	-4.043	-1.339	5.409	-0.007	-0.012	0
Si	-1.348	1.354	5.384	0	0	-0.003
Si	-4.062	4.051	5.44	0.005	-0.004	-0.004
Si	-1.361	6.812	5.465	0.004	0.013	0.013
Si	-4.107	-6.799	5.428	0	0	-0.003
Si	-1.387	-4.041	5.464	-0.007	0.008	0.012
Si	2.704	0.011	6.787	0.001	0.011	0.001
Si	5.45	2.743	6.803	-0.009	-0.001	0.001
Si	2.712	5.406	6.79	0.003	-0.004	-0.003
Si	5.429	8.15	6.818	-0.004	0.004	0.004
Si	2.726	10.875	6.819	0.002	-0.017	-0.002
Si	5.439	-2.708	6.813	0	0.009	-0.005
Si	8.175	-0.006	6.814	-0.002	-0.001	0.004
Si	-5.427	2.711	6.809	0.01	-0.006	0.005
Si	-8.167	5.44	6.79	0.006	-0.002	-0.002
Si	10.869	8.158	6.798	-0.001	0.002	-0.004
Si	8.158	10.878	6.823	-0.005	0.011	0.001
Si	-5.407	-2.71	6.785	0.004	-0.001	0
Si	-2.702	0.016	6.783	0.003	-0.002	-0.003
Si	0.004	2.71	6.765	-0.003	0.007	0.004
Si	-2.718	5.43	6.8	-0.006	0.004	0.001
Si	-0.016	8.163	6.837	-0.003	0.008	0.005
Si	-2.751	-5.427	6.795	-0.002	0.006	-0.001
Si	0.003	-2.709	6.812	0	-0.009	0
Si	1.351	1.363	8.153	0	-0.006	-0.003
Si	4.078	4.078	8.169	-0.001	-0.001	-0.003
Si	1.36	6.783	8.158	0	0.01	-0.008
Si	4.081	9.516	8.178	0	0.012	0.005
Si	1.358	-4.08	8.166	-0.001	0.006	-0.005
Si	4.075	-1.341	8.155	0.001	-0.008	-0.01
Si	6.805	1.365	8.155	0.012	0.006	-0.006
Si	-6.8	4.08	8.15	-0.003	-0.007	-0.005
Si	6.799	6.792	8.165	-0.003	-0.001	-0.008
Si	9.523	9.519	8.171	0.003	0.005	-0.005
Si	6.793	-4.079	8.171	-0.008	-0.013	0
Si	-6.779	-1.366	8.16	-0.004	0.009	-0.005
Si	-4.065	1.357	8.162	0.002	0.005	0.003
Si	-1.348	4.072	8.146	-0.001	0	-0.008
Si	-4.086	6.794	8.153	-0.005	-0.002	-0.006
Si	-1.385	-6.787	8.165	0	-0.014	-0.003
Si	-4.083	-4.071	8.172	0.006	-0.001	-0.001
Si	-1.357	-1.346	8.16	0.003	0	0.002
Si	0	0.007	9.522	-0.006	0.004	-0.003
Si	2.717	2.715	9.519	0	-0.002	0.002
Si	-0.001	5.432	9.521	0.006	-0.004	-0.002
Si	2.715	8.148	9.522	0.012	-0.009	-0.002
Si	-0.009	-5.438	9.522	-0.004	0	-0.004
Si	2.724	-2.714	9.515	0.001	-0.002	-0.005
Si	5.44	0.01	9.518	-0.012	0.011	-0.004
Si	-8.157	2.721	9.517	-0.001	-0.003	0
Si	5.438	5.437	9.525	-0.007	-0.002	0.002
Si	8.158	8.158	9.521	0.006	0.004	-0.004
Si	5.44	-5.44	9.532	0.004	-0.001	0.002
Si	-8.153	-2.719	9.52	0.002	-0.006	-0.008
Si	-5.431	0.001	9.522	0.006	-0.009	0
Si	-2.71	2.723	9.517	-0.001	-0.003	0.001
Si	-5.445	5.44	9.515	-0.001	0.009	-0.001
Si	-2.732	8.159	9.52	-0.005	0.014	-0.002
Si	-5.442	-5.437	9.528	-0.004	0.005	-0.001
Si	-2.715	-2.711	9.52	0.004	-0.002	-0.004
Si	1.365	-1.356	10.875	-0.002	-0.001	-0.004
Si	4.08	1.362	10.882	-0.007	-0.001	0.005
Si	1.361	4.076	10.882	0.003	0.001	0.001
Si	4.08	6.795	10.883	0.006	0.008	0.003
Si	1.352	9.513	10.876	-0.005	-0.002	-0.004
Si	4.079	-4.075	10.882	0.001	-0.003	-0.003
Si	6.804	-1.354	10.876	0.003	0	-0.004
Si	-6.798	1.362	10.878	0.002	0.003	-0.004
Si	-9.52	4.075	10.88	0.004	0	-0.001
Si	9.517	6.798	10.878	-0.001	-0.001	-0.002
Si	6.803	9.518	10.883	-0.007	0.005	0.002
Si	-6.803	-4.081	10.887	0.002	-0.009	0.005
Si	-4.077	-1.357	10.883	0.001	-0.004	-0.001
Si	-1.358	1.364	10.882	0.008	-0.003	-0.001
Si	-4.079	4.084	10.873	0.002	-0.003	-0.002
Si	-1.366	6.798	10.877	-0.005	0.004	-0.002
Si	-4.085	9.52	10.885	-0.003	-0.003	0.001
Si	-1.361	-4.075	10.881	0	0.009	0
Si	2.722	0.001	12.241	0	-0.005	0.001
Si	5.442	2.718	12.243	-0.002	0.001	0.003
Si	2.724	5.432	12.242	-0.001	0	0.002
Si	5.444	8.154	12.236	0	0.002	0.001
Si	2.721	10.872	12.231	0	0.002	0.003
Si	5.443	-2.715	12.239	0	-0.004	0.001
Si	8.161	0.005	12.244	0.002	0	0
Si	-5.444	2.731	12.234	0.006	-0.001	0.001
Si	-8.165	5.441	12.237	-0.001	0.006	0.002
Si	10.873	8.157	12.24	-0.001	0.009	0.002
Si	8.159	10.877	12.247	0.001	-0.002	0.002
Si	-5.441	-2.717	12.239	0	0.004	-0.006
Si	-2.72	0.007	12.239	-0.002	0	0.002
Si	0.002	2.718	12.243	-0.005	-0.004	0.002
Si	-2.725	5.441	12.243	-0.004	0	0.001
Si	-0.006	8.156	12.241	0.001	0	0.005
Si	-2.724	-5.434	12.24	0.005	-0.002	-0.001
Si	0.009	-2.719	12.231	0.002	0	0.002
Si	1.366	1.364	13.603	-0.006	0.001	0.001
Si	4.088	4.077	13.607	0	0.003	0.006
Si	1.36	6.792	13.594	0.004	-0.002	0.005
Si	4.086	9.511	13.589	0.008	-0.003	0
Si	1.366	-4.084	13.589	0	-0.002	0.002
Si	4.084	-1.355	13.6	-0.01	0.01	0.003
Si	6.801	1.363	13.609	0.005	-0.007	0.005
Si	-6.806	4.091	13.599	-0.006	0.004	-0.001
Si	6.797	6.795	13.602	-0.002	0.005	0.003
Si	9.512	9.508	13.605	0.003	-0.003	0.009
Si	6.801	-4.075	13.601	-0.002	-0.003	0.011
Si	9.523	-1.357	13.601	0.009	-0.009	-0.001
Si	-4.086	1.372	13.59	0	-0.001	0.003
Si	-1.364	4.074	13.598	0.006	-0.003	0
Si	-4.093	6.798	13.604	0.005	0.001	0.004
Si	-1.366	9.525	13.598	-0.012	0.012	0.002
Si	-4.088	-4.076	13.601	-0.005	0.003	0.001
Si	-1.35	-1.356	13.582	0.005	-0.004	-0.001
Si	-0.002	0.003	14.95	-0.008	-0.007	0.001
Si	2.735	2.714	14.968	0.002	-0.002	0.003
Si	0.008	5.423	14.952	-0.007	0.007	0.001
Si	2.734	8.144	14.948	-0.005	0.003	-0.002
Si	0.007	-5.439	14.951	0.002	-0.004	-0.002
Si	2.727	-2.727	14.948	0.008	-0.005	-0.004
Si	5.439	0.001	14.971	0	-0.006	0.004
Si	8.155	2.739	14.963	0.001	0	-0.003
Si	5.444	5.439	14.971	0.001	-0.003	-0.002
Si	8.155	8.143	14.971	0.003	0.003	-0.002
Si	5.448	10.866	14.949	-0.004	0	-0.003
Si	8.161	-2.714	14.964	0.004	0.007	0.001
Si	-5.441	0.017	14.952	-0.004	0	-0.005
Si	-2.738	2.728	14.961	-0.001	-0.001	-0.003
Si	-5.46	5.449	14.975	-0.003	0.002	0.007
Si	-2.736	8.167	14.953	0.004	0.005	-0.001
Si	-5.457	-5.439	14.955	0.001	0.002	0.003
Si	-2.71	-2.709	14.937	0.002	0.007	0
O	-6.494	0.811	-1.214	-0.038	0.201	-0.237
O	-3.572	-5.881	25.131	-0.085	0.463	0.122
O	6.864	-7.473	25.691	-0.293	-0.105	0.072
O	-5.412	5.534	24.941	0.151	-0.083	0.355
O	6.228	4.765	25.876	0.286	0.257	-0.074
O	-6.236	7.14	23.022	0.337	0.436	0.009
O	-3.697	-0.765	22.935	-0.182	0.059	0.386
O	6.559	4.531	-1.327	-0.168	0.354	-0.039
O	-7.282	7.162	-1.192	-0.316	0.097	-0.085
O	7.037	-6.508	23.234	0.552	-0.026	0.069
O	5.547	-2.767	25.166	-0.023	0.102	0.459
O	5.127	-3.895	-4.051	-0.315	-0.344	0.571
O	0.977	3.274	-4.151	-0.441	-0.17	-0.064
O	-5.441	5.455	-0.428	0.059	0.072	-0.475
O	-6.556	5.084	-5.228	0.019	-0.117	-0.387
O	3.052	-3.047	-0.487	-0.106	0.114	-0.209
O	-6.28	-4.488	-1.412	-0.055	0.485	-0.249
O	-4.392	-7.077	22.917	-0.204	-0.294	0.069
O	-0.506	-6.011	-3.471	-0.311	-0.265	0.072
O	4.477	6.609	-1.223	0.231	-0.389	-0.022
O	3.263	-3.976	25.668	-0.389	0.069	0.112
O	-1.874	1.166	22.981	-0.06	0.525	0.293
O	1.259	3.793	-1.6	-0.318	0.381	-0.287
O	6.482	-2.018	22.835	-0.259	-0.613	0.054
O	5.6	-0.193	24.474	0.224	-0.053	0.016
O	-6.677	-6.893	-2.345	-0.566	-0.082	0.014
O	5.759	2.837	-3.156	0.358	-0.173	-0.436
O	8.122	-0.07	22.153	-0.144	-0.04	0.142
O	3.864	-3.927	-6.363	0.301	-0.249	-0.332
O	5.119	-8.152	-3.262	-0.116	0.092	-0.646
O	-0.739	-3.876	22.927	0.044	-0.334	0.4
O	6.688	-1.353	-1.439	-0.495	0.134	-0.164
O	-4.575	2.15	-5.253	-0.021	0.112	-0.393
O	5.55	2.357	25.174	0.328	-0.167	0.519
O	-7.102	-3.93	-7.248	0.155	-0.167	0.123
O	3.38	0.84	25.386	-0.343	0.013	0.005
O	-5.679	3.01	25.265	-0.277	0.237	0.485
O	3.204	2.569	-3.029	0.009	0.42	0.016
O	-0.005	4.151	-6.368	-0.001	-0.226	-0.21
O	-6.133	-6.019	24.591	-0.282	-0.363	-0.072
O	7.743	3.719	-6.242	-0.231	0.188	0.05
O	-0.927	-0.499	-2.786	-0.586	-0.015	0.054
O	1.81	4.45	23.043	-0.332	-0.047	0.455
O	1.221	-2.066	23.04	0.517	-0.31	0.625
O	-6.416	1.497	23.25	0.02	0.396	0.085
O	7.832	-1.424	25.008	0.385	-0.286	-0.168
O	6.886	-1.073	-3.982	0.278	0.127	-0.299
O	-8.119	5.477	22.228	-0.094	-0.257	0.23
O	-6.342	0.552	-6.134	-0.557	-0.045	0.075
O	5.256	5.475	-3.404	-0.096	-0.041	-0.394
O	-1.283	-4.74	-1.278	-0.302	-0.408	-0.518
O	4.629	-1.647	-5.294	-0.127	0.196	-0.379
O	2.843	2.591	-0.105	0.056	-0.071	0.022
O	1.448	-1.245	-1.612	0.277	-0.19	-0.456
O	-0.218	0.216	-0.394	-0.05	-0.315	0.625
O	-4.75	-1.113	-1.502	-0.043	0.018	-0.309
O	-7.393	0.936	25.649	-0.337	0.342	0.175
O	-4.699	-5.56	-3.46	0.635	0.148	0.054
O	-6.874	7.565	-6.093	-0.378	-0.277	0.121
O	5.116	-5.16	-0.41	0.001	0.171	-0.202
O	-5.391	-2.641	22.16	-0.014	0.05	0.342
O	-1.64	2.265	-1.135	0.305	0.269	-0.137
O	-0.874	7.167	22.968	0.245	0.06	0.27
O	-4.912	8.082	25.124	0.48	-0.194	0.489
O	-6.24	-3.511	25.347	0.184	0.211	-0.323
O	0.609	-4.35	-5.157	-0.003	0.059	-0.491
O	2.321	-6.067	-6.498	0.145	0.033	0.48
O	-0.201	-2.736	25.216	0.318	0.162	0.216
O	7.479	-3.435	-3.025	0.233	-0.218	0.337
O	-2.358	3.089	-6.131	0.082	-0.459	-0.107
O	6.367	4.023	23.33	-0.084	0.039	0.241
O	-2.129	-2.559	-4.06	-0.314	-0.22	0.805
O	-1.959	-4.862	-5.389	-0.378	-0.409	-0.116
O	-1.371	4.501	-2.585	0.279	-0.085	-0.182
O	-4.434	3.826	23.123	-0.336	-0.49	0.15
O	-2.135	5.72	-6.142	0.191	0.459	-0.281
O	-4.204	-1.858	25.834	0.36	-0.368	-0.211
O	4.757	2.25	-6.978	0.13	0.309	0.519
O	-6.183	7.108	-3.574	0.512	-0.326	0.273
O	5.317	8.115	22.285	-0.074	0.011	0.525
O	-2.658	2.414	-3.491	0.014	-0.54	-0.023
O	0.287	6.4	-3.608	0.013	-0.091	-0.016
O	2.403	3.133	-6.382	0.15	-0.535	0.363
O	-6.592	-5.074	-5.03	-0.174	-0.043	0.301
O	-1.612	-0.386	-5.408	0.07	0.489	-0.087
O	-1.32	-6.834	24.131	-0.183	0.412	-0.505
O	-0.784	5.347	25.681	-0.035	-0.213	-0.328
O	-4.456	-6.172	-6.171	0.323	-0.066	0.002
O	1.031	1.249	-2.479	-0.096	-0.051	-0.043
O	-2.704	-5.353	22.016	-0.214	0.167	0.514
O	-3.219	4.183	25.43	0.183	-0.045	-0.28
O	-2.802	-2.722	-0.525	0.031	-0.127	-0.529
O	7.267	-4.376	-5.524	-0.431	-0.08	-0.437
O	2.706	-3.031	-4.171	0.103	0.227	0.362
O	6.619	-7.139	-1.291	0.111	-0.066	-0.116
O	0.985	-7.288	23.003	0.168	-0.12	0.296
O	5.326	-5.431	24.969	-0.344	-0.475	-0.028
O	4.726	0.516	-3.826	-0.464	-0.248	-0.213
O	-7.245	-4.25	23.018	-0.439	-0.061	0.04
O	-4.854	0.588	25.21	-0.099	0.034	0.011
O	-3.733	4.537	-4.432	-0.426	0.121	0.684
O	4.005	4.382	24.527	-0.232	-0.163	0.495
O	3.389	6.529	23.189	-0.028	0.241	0.18
O	7.889	-5.037	25.219	0.1	0.531	0.479
O	0.404	-1.878	-4.44	0.503	0.286	-0.178
O	-7.206	-1.387	-2.563	0.206	-0.142	0.072
O	6.191	0.289	-6.008	0.408	-0.327	0.111
O	2.63	-8.034	-0.422	0.091	0.022	-0.417
O	0.929	-6.185	-1.246	-0.064	-0.166	-0.179
O	2.013	5.441	-5.316	0.519	0.207	-0.661
O	-1.199	-1.344	23.178	0.036	-0.104	-0.733
O	-5.609	0.402	-3.591	0.373	-0.325	0.033
O	4.676	1.185	-1.322	0.485	-0.309	-0.016
O	-7.409	7.22	25.317	-0.212	-0.521	-0.211
O	0.782	-3.884	-2.611	0.383	0.103	0.097
O	1.872	5.693	25.34	0.136	-0.235	0.255
O	0.319	7.738	25.219	-0.045	0.49	0.303
O	-4.456	6.785	-5.438	0.222	0.405	-0.323
O	-2.757	-8.078	-0.297	-0.07	0.134	-0.236
O	-2.343	6.664	-3.696	-0.266	0.414	0.175
O	-4.452	-6.286	-1.054	0.311	0.088	-0.222
O	-2.381	-0.136	25.178	0.533	0.17	0.41
O	-7.92	-6.427	-6.839	-0.15	-0.188	-0.131
O	-3.685	3.816	-1.425	-0.193	-0.098	-0.324
O	-7.025	2.535	-4.472	-0.087	0.02	0.116
O	-8.131	2.696	-0.421	-0.017	-0.153	-0.388
O	2.904	6.784	-3.296	-0.29	0.069	0.437
O	1.675	8.027	-5.243	0.161	0.039	0.037
O	-2.702	5.512	22.145	-0.089	0.177	0.207
O	0.009	2.764	22.18	0.037	-0.102	0.482
O	2.728	-0.114	22.14	0.037	0.088	0.231
O	-0.958	6.746	-1.367	0.52	0.157	-0.176
O	2.621	-5.483	22.118	0.148	-0.197	0.421
O	6.624	-5.945	-3.578	0.202	-0.214	0.046
O	-0.195	-6.685	-6.05	-0.447	-0.286	-0.384
O	-4.274	-3.717	-5.227	-0.407	0.492	-0.24
O	-8.034	-2.827	-0.24	0.04	0.002	-0.317
O	-2.379	-2.55	-6.657	0.348	-0.386	-0.506
O	4.213	-3.791	23.196	0.211	0.296	0.015
O	7.69	4.493	-3.731	0.254	0.06	-0.175
O	7.702	7.981	-3.311	-0.197	-0.458	-0.283
O	-1.205	-5.049	26.037	-0.158	0.1	0.272
O	-3.962	-0.468	-6.664	-0.245	-0.103	0.479
O	4.366	1.654	23.026	0.217	0.415	0.13

Results
total energy: -101658.776 eV
total energy less fixed offsets of O -438.25, Si -107.07 eV per atom: -5.576 eV
